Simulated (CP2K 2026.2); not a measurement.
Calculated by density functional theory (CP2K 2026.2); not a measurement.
Periodic cell of 534 atoms, Si358O176, from a study of silicon, its oxide and their interface. The atomic structure is a simulated model.
Doubt: the forces sum to 0.46 eV/angstrom along one axis rather than to zero, so they err by at least 0.0009 eV/angstrom per atom on average; the grid cutoff is modest.

Settings
functional: PBE
method: Gaussian and plane waves
basis set: DZVP-MOLOPT-SR-GTH
pseudopotentials: GTH-PBE
grid cutoff: 350 Ry, relative cutoff 50 Ry
k points: Gamma only
occupations: fixed
spin: none
net charge: 0

Cell vectors (angstrom)
a 16.4025 0 0
b 0 16.4025 0
c 0 0 35.8994

Atoms and the computed forces on them: element, x, y, z (angstrom), force x, y, z (eV/angstrom)
Si 0.405 16.006 0.08 0.086 -0.192 0.104
Si 2.729 2.677 0.554 0 -0.049 -0.267
Si 0.459 4.775 0.043 0.03 0.025 -0.247
Si 2.166 8.517 0.04 0.209 -0.191 -0.133
Si 0.157 10.971 0 -0.021 -0.094 0.262
Si 2.624 13.785 0.336 -0.02 0.135 0.001
Si 4.877 0.569 0.083 0.001 0.077 0.059
Si 7.798 3.115 0.111 -0.024 -0.034 -0.174
Si 5.494 5.271 0.104 -0.103 0.023 -0.181
Si 7.997 8.122 0.166 0.017 0.223 0.038
Si 4.797 11.48 35.839 -0.192 0.147 0.326
Si 7.951 13.596 0.061 0.1 -0.002 0.084
Si 11.27 16.119 0.054 -0.155 0.044 -0.096
Si 13.362 3.005 0.035 0.014 0.003 0.107
Si 11.176 5.284 35.66 -0.061 -0.165 0.11
Si 13.708 8.215 0.076 0.045 -0.067 -0.082
Si 11.345 10.428 0.37 -0.397 0.053 -0.329
Si 13.633 13.842 0.256 -0.125 0.087 0.216
Si 1.319 1.209 1.628 -0.031 -0.109 -0.271
Si 4.08 4.17 1.656 0.201 -0.011 -0.249
Si 1.254 6.735 1.335 0.063 -0.004 -0.185
Si 3.895 9.642 1.287 -0.018 0.154 -0.226
Si 1.268 12.364 1.581 -0.034 -0.061 -0.332
Si 4.042 15.199 1.529 0.067 0.06 -0.381
Si 6.681 1.479 1.415 -0.05 -0.021 -0.312
Si 9.538 4.218 1.286 -0.035 0.073 -0.277
Si 6.628 6.844 1.517 0.005 -0.183 -0.251
Si 9.534 9.399 1.45 0.072 0.066 -0.064
Si 6.603 12.273 1.407 -0.051 -0.067 -0.131
Si 9.487 15.006 1.249 0.092 -0.017 -0.106
Si 12.218 1.424 1.397 0.134 0.04 -0.119
Si 15.061 3.992 1.396 -0.157 -0.064 -0.1
Si 12.405 6.659 1.321 -0.056 0.125 -0.245
Si 15.106 9.585 1.399 0.088 0.227 -0.41
Si 12.368 12.227 1.487 0.049 0.02 -0.086
Si 15.149 15.049 1.547 0.028 0.051 -0.314
Si 16.313 2.632 2.858 -0.066 -0.05 0.128
Si 2.705 16.391 3.014 0.019 -0.077 0.203
Si 16.369 8.135 2.79 -0.026 -0.016 -0.023
Si 2.66 5.554 2.852 -0.041 0.104 0.123
Si 16.362 13.676 2.974 -0.056 -0.042 0.136
Si 2.657 10.943 2.843 -0.073 -0.16 0.064
Si 5.451 2.784 2.941 0.121 0.022 0.174
Si 8.145 0.02 2.666 -0.072 0.006 -0.045
Si 5.288 8.278 2.763 -0.098 0.214 -0.066
Si 8.169 5.525 2.774 0.064 -0.061 0.037
Si 5.418 13.739 2.816 0.057 0.069 0.137
Si 8.097 10.874 2.717 -0.035 0.016 -0.063
Si 10.829 2.772 2.737 -0.052 0.085 -0.027
Si 13.675 0.073 2.769 -0.089 -0.012 0.075
Si 10.979 8.051 2.745 0.095 0.013 0.198
Si 13.724 5.388 2.787 0.064 -0.012 0.004
Si 10.856 13.636 2.715 0.094 0.053 0.018
Si 13.728 10.887 2.833 -0.027 -0.002 0.242
Si 1.316 4.085 4.164 -0.073 0.05 -0.104
Si 4.085 1.403 4.292 -0.001 -0.015 -0.047
Si 1.319 9.523 4.199 0.113 0.05 -0.151
Si 4.026 6.904 4.212 -0.07 -0.024 0.014
Si 1.347 15.002 4.328 0.025 0.088 -0.026
Si 4.051 12.334 4.192 0.049 -0.005 -0.133
Si 6.868 4.148 4.223 -0.054 -0.071 -0.088
Si 9.49 1.378 4.103 0.041 0.011 -0.006
Si 6.749 9.558 4.135 0.056 0.002 0.044
Si 9.559 6.822 4.181 0.017 -0.009 -0.054
Si 6.841 15.078 4.147 -0.07 -0.119 -0.036
Si 9.492 12.262 4.096 0.017 0.062 -0.028
Si 12.27 4.075 4.131 0.012 -0.055 -0.046
Si 14.964 1.347 4.275 0.029 0.029 -0.106
Si 12.301 9.501 4.139 -0.065 0.032 -0.132
Si 14.997 6.812 4.188 -0.084 0.094 -0.026
Si 12.263 15.038 4.091 -0.027 -0.019 -0.146
Si 14.997 12.272 4.266 0.045 -0.002 -0.033
Si 16.395 0.012 11.017 0.013 -0.022 0.007
Si 2.727 2.746 11.023 -0.016 -0.016 0.004
Si 16.388 5.476 11.047 -0.004 0.016 0.004
Si 2.71 8.197 11.042 0.02 0.018 -0.003
Si 16.389 10.946 11.02 -0.006 -0.014 0.005
Si 2.724 13.692 11.006 0.015 -0.007 0.003
Si 5.464 0.027 10.996 -0.004 0.019 0.003
Si 8.193 2.754 11.011 -0.01 -0.015 0.001
Si 5.46 5.466 11.02 0.032 -0.008 -0.003
Si 8.213 8.207 11.012 0.015 -0.023 -0.008
Si 5.47 10.953 11.024 -0.012 0.013 0.002
Si 8.219 13.703 11.008 -0.039 -0.016 -0.009
Si 10.945 0.033 11.032 -0.031 -0.03 0.001
Si 13.655 2.749 11.047 -0.01 0.019 0.013
Si 10.937 5.486 11.016 -0.026 0.003 0.003
Si 13.666 8.22 11.016 -0.01 -0.007 -0.003
Si 10.955 10.952 11.002 0.007 -0.031 -0.009
Si 13.677 13.687 11.018 0.012 -0.036 0.004
Si 1.364 1.376 12.385 0.022 0.014 -0.004
Si 4.093 4.102 12.402 -0.001 0.018 0.013
Si 1.352 6.83 12.429 -0.016 -0.018 0.026
Si 4.082 9.585 12.375 0.003 -0.02 0.003
Si 1.351 12.336 12.372 0.026 -0.012 -0.009
Si 4.093 15.069 12.358 -0.016 -0.035 -0.009
Si 6.812 1.401 12.372 0.003 -0.029 -0.002
Si 9.576 4.11 12.376 -0.012 0.023 -0.018
Si 6.851 6.821 12.368 -0.033 0.047 -0.01
Si 9.602 9.574 12.362 -0.011 0.014 -0.01
Si 6.854 12.337 12.363 0.037 0.034 -0.001
Si 9.574 15.079 12.385 0.032 0.01 0.006
Si 12.302 1.391 12.433 0.013 0.008 0.022
Si 15.026 4.111 12.418 0.017 -0.013 0.012
Si 12.317 6.848 12.383 0.018 0.02 -0.011
Si 15.042 9.569 12.394 -0.004 0.022 -0.007
Si 12.335 12.307 12.379 -0.02 0.026 -0.007
Si 15.043 15.052 12.401 -0.003 0.025 0
Si 0.002 2.73 13.762 0.001 0.015 -0.018
Si 2.739 0.017 13.752 -0.02 0.031 -0.005
Si 16.386 8.207 13.796 0.022 0.034 0.019
Si 2.719 5.444 13.789 0.017 0.002 0.008
Si 0.026 13.707 13.779 -0.002 -0.065 0.032
Si 2.707 10.965 13.731 -0.018 0.045 0.002
Si 5.449 2.731 13.782 0.05 0.011 0.021
Si 8.2 0.069 13.732 -0.047 0.009 -0.011
Si 5.467 8.195 13.691 0.031 -0.047 -0.025
Si 8.214 5.455 13.751 0.047 -0.025 0.016
Si 5.483 13.721 13.707 -0.014 -0.012 -0.005
Si 8.25 10.97 13.695 -0.028 -0.026 -0.019
Si 10.932 2.786 13.79 -0.041 0.011 0.032
Si 13.701 0.027 13.785 0.031 -0.055 -0.003
Si 10.977 8.224 13.748 -0.03 0.019 0.014
Si 13.669 5.497 13.781 -0.027 0.029 -0.012
Si 10.979 13.709 13.706 -0.027 -0.048 -0.022
Si 13.716 10.957 13.768 0.006 -0.066 0.004
Si 1.36 4.047 15.168 -0.05 0.017 0.044
Si 4.088 1.349 15.162 -0.078 -0.053 0.076
Si 1.341 9.62 15.133 -0.012 -0.059 0.044
Si 4.115 6.846 15.086 0.065 0.085 -0.006
Si 1.39 15.087 15.157 0.062 0.014 0.046
Si 4.111 12.344 15.039 0.002 -0.016 0.002
Si 6.84 4.092 15.136 -0.064 -0.005 0.026
Si 9.514 1.45 15.141 0.028 -0.035 0.021
Si 6.858 9.581 14.986 0.025 0.014 -0.063
Si 9.617 6.824 15.081 -0.041 0.019 0.014
Si 6.839 15.103 15.078 0.057 -0.018 0.024
Si 9.639 12.333 15.05 0.032 0.038 -0.041
Si 12.31 4.154 15.169 0.061 0.014 0.049
Si 15.082 1.377 15.172 -0.029 0.076 0.054
Si 12.361 9.583 15.13 0.025 0.012 0.03
Si 15.034 6.829 15.188 -0.04 -0.018 0.059
Si 12.319 15.052 15.112 -0.026 0.01 0.004
Si 15.086 12.323 15.153 0.061 0.073 0.046
Si 0.054 0.042 16.601 0.009 -0.079 -0.016
Si 2.668 2.63 16.574 0.203 -0.033 0
Si 0.004 5.423 16.534 0.003 -0.061 0.045
Si 2.771 8.257 16.414 -0.029 -0.042 -0.047
Si 0.031 10.983 16.598 -0.035 -0.012 0.221
Si 2.838 13.735 16.458 -0.12 -0.083 0.062
Si 5.512 0.026 16.54 0.003 0.04 -0.002
Si 8.159 2.779 16.621 0.025 0.055 0.041
Si 5.456 5.463 16.458 0.032 -0.009 0.046
Si 8.222 8.231 16.326 -0.002 -0.032 0.042
Si 5.493 10.936 16.315 -0.017 0.041 0.052
Si 8.253 13.716 16.343 -0.056 0.055 0.064
Si 10.908 0.043 16.398 0.01 0.012 0.098
Si 13.699 2.767 16.503 0 0.039 0.08
Si 10.952 5.531 16.566 -0.051 0.023 -0.047
Si 13.679 8.216 16.578 0.033 0.116 0.02
Si 11.042 11.032 16.442 -0.029 -0.093 0.037
Si 13.715 13.71 16.488 -0.008 -0.086 -0.025
Si 1.468 1.216 18.14 -0.046 0.134 0.268
Si 4.066 4.054 17.805 0.048 0.013 -0.217
Si 1.457 6.84 17.743 -0.016 0.093 -0.245
Si 4.14 9.66 17.744 -0.062 0.068 -0.064
Si 1.505 12.44 17.881 0.087 0.071 -0.178
Si 4.292 14.943 17.913 0.033 -0.107 0.109
Si 6.752 1.404 18.029 -0.079 -0.061 0.078
Si 9.539 4.228 17.949 -0.067 0.038 -0.039
Si 6.856 6.909 17.716 0.079 0.027 -0.117
Si 9.622 9.597 17.629 0.035 -0.01 -0.209
Si 6.897 12.29 17.603 0.018 -0.039 -0.156
Si 9.547 15.09 17.757 -0.054 0.027 -0.116
Si 12.228 1.425 17.769 -0.066 0.075 -0.199
Si 15.078 4.032 17.99 0.035 -0.094 0.15
Si 12.288 6.901 17.999 -0.028 0.007 0.115
Si 15.012 9.587 18.007 0.045 0.088 -0.006
Si 12.405 12.366 17.905 0.055 -0.139 0.063
Si 14.997 15.106 17.883 -0.031 0.042 -0.007
Si 0.017 2.59 19.572 -0.04 0.082 0.359
Si 3.039 16.135 19.484 -0.207 0.219 -0.065
Si 0.218 8.211 19.134 0.085 0.036 0.256
Si 2.72 5.423 19.102 -0.037 0.035 0.291
Si 0.041 13.797 19.19 0.207 -0.128 -0.117
Si 3.08 11.188 19.206 -0.035 -0.166 0.578
Si 5.301 2.843 19.382 0.039 -0.013 0.154
Si 8.181 16.328 19.259 0.096 -0.026 0.336
Si 5.465 8.246 19.033 -0.068 -0.147 0.317
Si 8.191 5.729 19.246 -0.009 0.115 0.238
Si 5.765 13.525 19.182 0.124 -0.04 0.446
Si 8.249 10.942 18.883 -0.027 -0.021 0.063
Si 10.887 2.76 19.196 0.041 -0.127 0.127
Si 13.523 0.08 19.153 -0.127 -0.122 0.323
Si 10.83 8.423 19.213 0.001 -0.041 0.153
Si 13.678 5.467 19.332 0.153 -0.176 0.172
Si 10.946 13.773 19.097 0.015 0.195 0.388
Si 13.606 10.987 19.505 -0.045 0.027 0.191
Si 1.235 4.405 20.691 -0.027 -0.138 -0.092
Si 3.976 1.428 20.927 0.184 -0.097 0.07
Si 1.527 9.894 20.332 -0.119 0.041 -0.141
Si 4.28 6.648 20.347 0.099 0.114 0.111
Si 1.523 14.787 20.758 -0.107 0.006 0.44
Si 4.983 11.985 20.836 -0.131 -0.026 -0.465
Si 6.553 4.602 20.48 -0.081 0.105 0.258
Si 9.635 1.233 20.528 -0.14 -0.013 0.154
Si 6.924 9.61 20.237 -0.056 -0.133 0.352
Si 9.197 7.505 20.658 -0.225 -0.126 -0.045
Si 7.377 14.493 20.62 0.133 0.006 -0.124
Si 9.547 12.313 20.22 0.094 0.153 0.338
Si 12.47 3.79 20.587 0.03 0.251 -0.043
Si 14.545 1.372 20.824 0.085 -0.019 -0.279
Si 11.636 10.061 20.758 0.171 0.231 -0.063
Si 15.443 6.636 20.433 -0.102 0.094 0.093
Si 11.869 15.459 20.537 0.048 -0.257 -0.028
Si 15.535 12.07 20.465 -0.33 -0.104 0.231
Si 15.242 13.538 24.683 0.228 -0.115 0.236
Si 5.846 13.91 23.136 0.019 -0.021 0.15
Si 15.943 1.562 24.911 -0.119 -0.025 0.498
Si 3.102 7.008 24.975 0.096 0.021 0.319
Si 0.68 12.884 22.79 0.022 0.252 0.265
Si 3.633 15.536 27.959 -0.002 0.087 -0.092
Si 4.17 16.102 24.804 -0.018 0.178 0.113
Si 8.179 3.066 22.732 0.011 -0.145 -0.014
Si 1.879 3.147 30.965 0.044 0.093 -0.057
Si 6.763 8.638 27.042 0.156 0.021 0.041
Si 1.756 0.538 22.914 0.173 -0.204 0.192
Si 1.677 13.521 29.032 -0.128 -0.053 -0.061
Si 5.339 2.215 23.515 -0.167 -0.018 0.323
Si 15.2 6.508 25.663 -0.05 -0.036 0.18
Si 12.071 6.295 25.207 0.18 -0.073 0.242
Si 10.83 8.249 23.082 0.004 -0.044 0.173
Si 7.815 12.579 25.285 0.061 -0.041 0.209
Si 13.544 15.673 23.011 0.06 0.006 0.15
Si 0.813 3.984 25.948 -0.13 0.057 0.211
Si 7.598 6.293 28.515 0.054 -0.059 0.049
Si 2.533 8.256 22.542 0.167 -0.012 0.155
Si 4.865 6.358 27.302 -0.061 -0.13 0.132
Si 0.372 10.659 28.675 -0.003 -0.096 0.013
Si 2.794 4.267 23.536 0.105 -0.075 0.276
Si 11.649 2.501 27.187 -0.024 0.088 0.095
Si 7.17 5.584 31.591 -0.112 -0.173 -0.156
Si 6.496 11.575 27.813 0.144 0.105 0.045
Si 4.544 13.198 29.532 0.191 0.065 0.035
Si 9.108 13.777 29.819 0.031 -0.018 -0.189
Si 11.106 3.914 23.309 0.138 -0.006 0.246
Si 10.417 5.226 27.496 0.048 0.05 0.079
Si 11.773 4.014 29.741 0.073 -0.022 0.062
Si 0.768 8.598 26.532 -0.112 0.014 0.012
Si 11.039 10.6 27.415 0.017 0.074 0.103
Si 14.959 15.577 26.731 0.002 -0.157 0.069
Si 15.776 8.051 22.971 -0.136 0.132 0.284
Si 15.688 1.662 30.895 -0.012 0.01 -0.429
Si 0.195 9.142 31.306 0.144 -0.182 -0.098
Si 2.1 7.5 32.897 -0.075 0.122 -0.329
Si 15.685 15.117 29.69 -0.107 0.098 -0.164
Si 16.185 10.686 24.274 -0.066 0.096 0.255
Si 4.065 1.949 29.489 0.026 0.019 0.1
Si 11.097 16.084 30.327 -0.077 -0.004 -0.289
Si 2.781 4.455 28.448 -0.003 0.042 0.012
Si 8.178 1.576 33.315 -0.076 0.028 -0.36
Si 6.645 13.71 31.599 0.129 -0.052 -0.213
Si 9.025 9.608 25.223 -0.007 0.102 0.26
Si 11.916 15.998 27.445 -0.033 -0.092 0.158
Si 13.014 1.835 24.492 0.026 0.118 0.24
Si 8.786 12.286 33.31 0.013 0.014 -0.283
Si 13.809 10.15 28.844 -0.079 -0.087 -0.055
Si 8.538 9.423 32.323 0.08 0.087 -0.24
Si 10.101 13.599 26.882 -0.054 -0.093 0.101
Si 14.524 4.459 30.62 -0.021 0.024 -0.264
Si 6.696 2.604 30.957 -0.062 0.106 -0.182
Si 12.292 10.596 33.632 -0.37 0.025 -0.196
Si 0.326 4.935 32.849 0.132 -0.018 -0.323
Si 13.829 12.759 30.774 -0.162 -0.004 -0.373
Si 4.88 6.841 33.343 0.124 -0.123 -0.318
Si 9.586 2.204 30.781 0.077 0.053 -0.186
Si 6.141 9.52 34.082 0.115 -0.058 -0.311
Si 9.241 6.633 33.583 0.003 0.026 -0.291
Si 6.615 15.602 33.96 0.006 0.021 -0.099
Si 9.033 10.839 29.66 0.053 0.043 -0.068
Si 11.493 13.166 32.3 -0.152 0.06 -0.198
Si 12.245 15.894 33.23 -0.259 0.022 -0.294
Si 14.062 8.414 32.885 0.06 -0.04 -0.228
Si 14.616 7.371 30.22 0.038 -0.093 -0.33
Si 14.883 1.064 33.86 -0.017 0.037 0.134
Si 14.766 12.236 33.824 -0.083 -0.077 -0.189
O 16.126 0.366 34.673 0.202 -0.207 -0.249
O 12.125 14.269 33.32 0.23 -0.077 0.124
O 1.7 3.682 35.6 -0.257 0.275 0.51
O 3.738 1.719 35.511 0.273 -0.236 0.669
O 14.672 5.815 29.638 0.217 0.062 -0.159
O 16.267 4.928 34.403 -0.269 0.253 0.275
O 2.335 7.747 34.483 -0.084 0.217 0.332
O 1.256 9.822 35.474 0.356 -0.249 -0.126
O 13.718 11.06 34.279 0.165 0.001 0.268
O 16.194 11.69 34.419 0.11 0.06 0.145
O 3.669 12.687 35.436 0.191 -0.065 0.443
O 1.538 14.854 35.423 -0.026 0.137 0.605
O 8.006 0.064 33.896 0.192 -0.01 -0.029
O 5.35 0.075 34.477 0.185 0.085 -0.008
O 8.403 2.576 34.564 -0.137 -0.1 0.361
O 11.902 16.379 31.702 -0.007 0.187 0.279
O 4.79 5.749 34.56 -0.129 -0.267 0.454
O 6.626 4.181 35.489 0.325 -0.055 0.148
O 8.372 6.984 34.92 -0.186 0.253 0.314
O 7.225 9.383 35.302 0.052 0.085 0.017
O 5.101 8.28 34.081 0.017 0.186 0.261
O 5.34 10.915 34.367 0.029 0.088 -0.001
O 8.715 12.579 34.905 0.054 -0.274 0.376
O 6.847 14.451 35.08 -0.216 -0.217 0.329
O 11.199 0.144 34.327 -0.156 0.232 0.155
O 13.438 16.094 26.914 -0.131 0.059 0.074
O 14.191 2.248 34.737 -0.056 -0.248 0.001
O 10.618 5.965 34.204 -0.038 0.068 0.444
O 12.292 4.103 35.224 0.209 -0.19 0.181
O 13.941 7.263 31.723 -0.324 -0.007 0.359
O 12.362 9.175 35.859 0.055 0.01 0.164
O 9.907 13.269 32.661 -0.034 -0.047 0.023
O 14.288 7.858 34.417 -0.281 0.031 0.528
O 14.368 13.553 34.702 -0.059 0.161 0.175
O 12.459 14.977 0.038 0.038 -0.137 -0.002
O 1.817 3.684 24.701 -0.067 -0.274 -0.007
O 2.144 4.137 22.05 -0.157 -0.144 -0.223
O 5.207 1.431 22.068 -0.025 0.206 -0.332
O 2.742 16.224 24.013 -0.372 0.146 -0.058
O 2.388 9.668 21.749 0.066 0.013 -0.352
O 0.188 10.812 20.666 -0.078 0.075 -0.294
O 5.435 5.698 21.113 0.123 -0.13 -0.713
O 3.353 7.29 21.531 -0.239 -0.28 0.119
O 1.008 15.886 21.909 0.151 0.055 -0.472
O 1.841 13.447 21.776 0.134 0.063 -0.233
O 4.918 12.833 22.287 -0.156 -0.298 -0.259
O 4.754 14.624 28.74 0.224 -0.132 -0.173
O 7.504 4.18 21.764 0.084 0.153 -0.016
O 4.269 3.496 23.588 0.028 0.227 -0.297
O 8.777 1.826 21.835 0.203 -0.209 -0.328
O 6.928 2.617 23.722 0.11 0.147 0.07
O 8.516 13.324 21.1 0.13 0.226 -0.464
O 6.257 5.627 27.799 -0.182 0.05 0.093
O 10.074 7.189 22.059 -0.081 -0.296 0.024
O 7.966 8.592 21.1 0.027 0.009 -0.396
O 6.617 14.874 22.051 -0.002 0.091 -0.085
O 2.624 1.543 21.935 0.366 0.03 -0.306
O 6.011 10.685 21.175 -0.433 0.044 -0.176
O 10.523 11.286 21.141 0.078 -0.222 -0.429
O 13.583 6.274 25.872 -0.14 -0.125 0.158
O 11.52 4.412 21.807 0.223 0.276 -0.22
O 13.555 2.674 21.203 0.21 -0.167 -0.322
O 14.537 0.264 22.109 0.057 0.278 -0.308
O 14.906 7.607 21.671 -0.145 -0.093 -0.125
O 11.798 9.252 22.206 -0.013 -0.066 -0.039
O 0.025 5.472 21.124 -0.126 -0.062 -0.566
O 9.612 9.037 23.829 -0.006 0.102 -0.087
O 12.528 14.929 21.964 0.137 0.116 -0.047
O 10.76 0.161 21.124 0.129 0.094 -0.631
O 15.63 12.759 21.985 -0.062 -0.2 -0.167
O 14.18 14.397 23.799 -0.131 0.108 -0.224
O 0.057 2.547 26.116 0.131 -0.026 0.099
O 15.133 11.879 24.742 -0.237 -0.111 -0.318
O 1.695 4.397 27.246 0.066 0.028 -0.141
O 0.623 1.364 23.718 -0.193 0.144 -0.159
O 2.736 5.862 23.876 -0.078 0.199 -0.475
O 16.059 5.122 25.749 0.011 0.036 -0.054
O 4.265 6.165 25.787 0.026 -0.259 -0.029
O 3.363 8.305 23.978 -0.281 -0.013 -0.204
O 9.198 13.944 28.205 0.094 -0.143 -0.057
O 1.019 11.439 23.489 0.207 0.144 -0.143
O 2.252 14.628 27.942 -0.201 -0.172 -0.222
O 5.262 13.138 30.987 0 0.018 0.182
O 4.968 14.847 24.139 -0.064 -0.08 -0.437
O 3.574 0.551 28.798 0.059 -0.036 0.15
O 4.973 1.126 24.684 -0.089 -0.013 -0.011
O 11.063 0.973 27.189 -0.074 -0.052 0.104
O 1.941 4.379 29.859 0.186 -0.165 0.201
O 3.78 3.152 28.402 -0.09 0.019 -0.216
O 7.697 11.309 28.873 -0.074 -0.094 0.249
O 6.26 10.161 27.105 -0.362 -0.093 0.065
O 7.591 14.076 30.314 0.021 0.338 0.042
O 5.154 12.029 28.58 -0.245 0.016 -0.104
O 0.719 14.404 30.035 0.02 0.059 0.195
O 9.592 12.263 30.249 -0.06 0.079 -0.056
O 3.993 15.833 26.401 0.153 -0.193 0.06
O 9.482 3.722 23.505 -0.064 0.214 -0.18
O 15.835 7.625 26.706 -0.1 -0.094 -0.103
O 15.319 7.072 24.162 -0.114 0.121 -0.204
O 8.869 5.564 27.824 0.135 -0.259 0.08
O 10.527 3.677 26.912 -0.186 -0.108 0.119
O 15.414 9.612 23.31 -0.164 0.041 -0.15
O 11.808 7.542 24.193 -0.224 0.006 -0.131
O 7.372 12.609 32.55 -0.16 -0.077 0.045
O 6.894 12.632 26.644 0.103 0.207 0.092
O 0.333 13.888 24.057 0.022 -0.079 -0.316
O 11.172 14.788 26.662 0.308 -0.046 0.095
O 15.737 15.606 28.141 0.051 0.229 -0.018
O 1.441 3.805 32.396 0.069 -0.034 0.116
O 5.283 7.931 27.151 0.134 0.259 -0.253
O 3.311 2.36 30.899 0.053 0.128 0.131
O 0.973 7.804 22.767 0.086 -0.318 0.136
O 0.956 6.403 32.574 -0.246 0.102 -0.058
O 3.674 5.836 28.317 0.087 -0.075 -0.028
O 1.975 7.575 26.05 0.019 0.124 0.049
O 1.174 9.432 27.896 0.18 -0.073 0.201
O 15.233 10.508 28.123 -0.056 0.073 -0.398
O 15.348 0.108 30.49 0.128 -0.122 0.206
O 6.835 1.826 32.389 0.031 -0.212 0.154
O 10.507 3.521 30.623 -0.099 -0.106 0.093
O 12.768 2.437 26.005 0.121 0.005 -0.177
O 7.632 6.114 30.126 -0.074 0.162 0.147
O 6.401 4.162 31.348 -0.004 0.203 0.329
O 8.335 11.066 24.98 0.058 -0.028 0.025
O 7.612 7.916 28.253 -0.105 0.202 0.201
O 2.968 12.935 29.837 0.044 -0.144 0.204
O 7.833 8.596 25.777 0.169 0.075 0.023
O 6.952 13.116 24.034 -0.144 0.032 -0.249
O 9.129 13.52 25.575 0.046 -0.083 -0.064
O 14.594 2.207 24.239 0.099 0.158 -0.275
O 11.886 2.502 23.535 -0.178 -0.283 -0.092
O 12.298 2.878 28.657 0.077 0.113 -0.17
O 11 6.326 26.444 0.114 0.063 -0.223
O 12.912 4.365 30.842 -0.267 -0.188 0.164
O 13.666 11.308 30.009 0.036 -0.024 0.35
O 12.603 10.243 27.732 0.055 0.073 0.028
O 0.448 9.795 25.464 -0.062 0.205 -0.271
O 10.186 10.189 28.736 -0.206 -0.303 -0.069
O 10.909 12.197 27.104 0.263 0.156 0.148
O 14.603 13.914 29.911 -0.001 0.007 -0.108
O 15.058 14.028 26.223 -0.239 -0.166 0.116
O 14.935 2.931 30.118 0.201 -0.173 0.241
O 11.752 4.935 24.387 0.082 0.014 -0.223
O 10.051 14.866 30.56 0.188 -0.06 0.464
O 0.855 1.94 30.57 -0.034 0.158 0.131
O 0.919 12.192 28.398 0.158 0.175 -0.239
O 11.89 11.604 32.444 -0.037 -0.005 -0.09
O 15.379 4.753 31.962 0.017 0.142 0.348
O 3.545 6.918 32.395 0.091 -0.029 0.073
O 14.641 12.555 32.21 0.092 -0.015 0.28
O 15.404 1.766 32.491 -0.123 0.17 0.385
O 16.172 7.877 30.345 -0.017 -0.15 -0.175
O 15.353 9.351 32.385 -0.055 0.111 0.052
O 10.232 0.996 29.927 0.126 0.052 0.053
O 5.63 1.919 29.941 0.181 -0.13 0.142
O 8.121 2.54 30.163 0.012 0.193 -0.235
O 12.046 15.742 29.054 0.039 -0.277 0.277
O 1.602 8.841 32.091 0.19 0.019 0.044
O 6.092 6.566 32.292 -0.188 0.287 -0.034
O 9.473 1.77 32.346 0.133 0.203 0.324
O 8.489 5.555 32.583 0.042 -0.037 0.341
O 6.283 15.021 32.48 0.031 0.284 0.091
O 0.426 10.424 30.309 0.038 0.085 0.266
O 9.132 10.724 33.079 0.25 -0.032 -0.041
O 8.698 9.676 30.729 0.083 -0.28 0.269
O 12.315 13.424 30.891 -0.076 -0.059 0.121
O 15.671 0.124 25.625 0.006 -0.028 -0.248
O 13.772 16.33 33.536 0.017 -0.264 -0.304
O 6.94 9.41 32.66 -0.384 -0.108 0.02
O 9.357 8.065 32.754 0.091 -0.082 0.068
O 11.315 5.321 28.87 -0.012 -0.034 0.121
O 13.831 8.581 29.395 -0.047 -0.061 0.238
O 12.857 0.227 24.173 -0.006 -0.045 -0.063
O 10.349 9.759 26.199 -0.119 -0.279 -0.052
O 11.084 10.863 34.696 0.14 0.022 -0.129
O 12.6 9.168 32.909 -0.058 -0.042 -0.111
Si 16.363 16.402 5.616 -0.024 -0.029 0.027
Si 2.688 2.776 5.589 0.039 -0.031 0.025
Si 16.372 5.455 5.555 -0.002 -0.032 -0.042
Si 2.688 8.222 5.611 0.009 0.02 -0.018
Si 16.387 10.906 5.584 -0.047 -0.018 -0.001
Si 2.727 13.645 5.635 -0.032 -0.04 0.028
Si 5.48 0.004 5.573 0.018 0.036 -0.007
Si 8.2 2.737 5.558 -0.037 0.007 -0.054
Si 5.444 5.515 5.539 0.061 0.054 -0.032
Si 8.162 8.213 5.515 -0.002 -0.009 -0.076
Si 5.44 10.951 5.539 0.003 0.041 -0.046
Si 8.186 13.668 5.51 0.008 0.01 -0.081
Si 10.897 0.013 5.479 0.018 -0.01 -0.098
Si 13.602 2.745 5.575 -0.008 -0.037 -0.001
Si 10.93 5.447 5.534 -0.052 0.014 -0.05
Si 13.645 8.182 5.561 0.016 -0.036 -0.041
Si 10.901 10.91 5.474 -0.009 -0.025 -0.077
Si 13.604 13.686 5.541 -0.031 -0.03 -0.071
Si 1.333 1.388 6.95 -0.003 0.019 -0.006
Si 4.086 4.143 6.921 -0.054 -0.014 -0.013
Si 1.329 6.825 6.939 0.028 0.006 0.002
Si 4.086 9.59 6.936 -0.034 0.011 0.004
Si 1.344 12.274 6.96 0.066 -0.02 0.013
Si 4.11 15.042 6.943 0.014 -0.016 0.002
Si 6.837 1.379 6.928 -0.026 0.007 0.022
Si 9.568 4.099 6.916 0.066 -0.062 0.028
Si 6.818 6.859 6.917 -0.008 -0.022 -0.015
Si 9.543 9.572 6.882 -0.013 0.041 0
Si 6.825 12.312 6.902 -0.03 0.011 -0.02
Si 9.558 15.041 6.875 0.007 -0.018 -0.002
Si 12.245 1.359 6.91 -0.001 0.02 -0.006
Si 14.997 4.103 6.928 -0.02 0.038 -0.012
Si 12.28 6.817 6.915 -0.001 0.044 0.017
Si 15.009 9.55 6.932 0.006 0.022 0.009
Si 12.249 12.291 6.879 0.003 0.047 0.002
Si 14.98 15.029 6.939 0.03 0.006 0.008
Si 16.367 2.751 8.309 0.02 -0.017 0.014
Si 2.725 0.017 8.286 -0.005 0.007 -0.004
Si 16.377 8.196 8.306 -0.018 -0.004 -0.003
Si 2.715 5.483 8.305 0.009 0.005 0.008
Si 16.373 13.667 8.288 -0.016 -0.02 0.007
Si 2.725 10.933 8.323 0.01 0.001 0.008
Si 5.458 2.758 8.272 0.013 -0.024 -0.01
Si 8.212 0.007 8.273 -0.015 0.005 -0.008
Si 5.456 8.219 8.298 0.024 0.018 0.002
Si 8.195 5.48 8.268 -0.035 0.006 -0.012
Si 5.476 13.674 8.295 -0.015 0 0.004
Si 8.198 10.947 8.27 0.012 0.002 0.011
Si 10.919 2.739 8.294 -0.026 0.01 0.019
Si 13.629 0.014 8.291 -0.003 -0.038 0.011
Si 10.917 8.208 8.259 -0.009 -0.03 -0.006
Si 13.65 5.474 8.3 0.002 -0.019 0.007
Si 10.92 13.681 8.263 -0.006 -0.02 0.008
Si 13.64 10.945 8.262 0 -0.02 -0.012
Si 1.347 4.113 9.67 0.015 0.01 -0.003
Si 4.091 1.393 9.64 -0.002 0.001 0.007
Si 1.349 9.561 9.67 0.028 -0.005 0.002
Si 4.088 6.847 9.668 -0.022 0.003 0.002
Si 1.348 15.047 9.639 0.004 -0.001 -0.003
Si 4.1 12.316 9.661 -0.002 -0.002 -0.002
Si 6.828 4.116 9.639 -0.004 0.004 -0.002
Si 9.561 1.375 9.658 0.012 0.003 0.003
Si 6.837 9.583 9.656 -0.024 -0.004 -0.01
Si 9.567 6.841 9.637 0.004 0.025 -0.01
Si 6.842 15.055 9.644 0.008 -0.02 -0.002
Si 9.569 12.317 9.642 -0.007 0.035 -0.007
Si 12.292 4.101 9.662 0.016 -0.012 -0.001
Si 15.003 1.376 9.667 -0.001 0.009 0.005
Si 12.293 9.57 9.631 -0.005 0.031 -0.013
Si 15.02 6.832 9.67 0.01 0.021 0.009
Si 12.283 15.042 9.658 0.019 0.013 -0.007
Si 15.012 12.3 9.646 0.008 0.015 0.006

Results
total energy: -115456.555 eV
total energy less fixed offsets of O -438.35, Si -107.03 eV per atom: 9.785 eV
